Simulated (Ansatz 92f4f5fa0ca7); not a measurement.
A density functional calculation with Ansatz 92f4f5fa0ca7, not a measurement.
Periodic cell of 285 atoms, Si195O90, from a study of silicon, its oxide and their interface. The atomic structure is a simulated model.
Doubt: the cutoff is far below the 930 eV that the study's wrapper takes by default for these files, so forces and energies are approximate.
This geometry differs little from another in the collection (a relaxation step or a small displacement).

Settings: functional PBE; potential files Ansatz PAW; basis plane waves; wave-function cutoff 580 eV; density cutoff ratio 5; exchange-correlation grid ratio 1; k mesh 1 x 1 x 1, Gamma-centred; self-consistency stop 5e-08 eV per atom in the density residual; occupations fixed; spin none; net charge 0.

Cell vectors (angstrom)
a, 11.6015, 0, 0
b, 0, 10.938, 0
c, 0, 0, 40.8717

Atoms: element, x, y, z (angstrom)
Si, 0, 0, 0.9665
Si, 3.8672, 0, 0.9665
Si, 7.7343, 0, 0.9665
Si, 1.9336, 1.3673, 0.9665
Si, 5.8008, 1.3673, 0.9665
Si, 9.6679, 1.3673, 0.9665
Si, 0, 5.469, 0.9665
Si, 3.8672, 5.469, 0.9665
Si, 7.7343, 5.469, 0.9665
Si, 1.9336, 6.8362, 0.9665
Si, 5.8008, 6.8362, 0.9665
Si, 9.6679, 6.8362, 0.9665
Si, 1.9336, 2.7345, 39.9046
Si, 5.8008, 2.7345, 39.9046
Si, 9.6679, 2.7345, 39.9046
Si, 0, 4.1018, 39.9046
Si, 3.8672, 4.1018, 39.9046
Si, 7.7343, 4.1018, 39.9046
Si, 1.9336, 8.2035, 39.9046
Si, 5.8008, 8.2035, 39.9046
Si, 9.6679, 8.2035, 39.9046
Si, 0, 9.5708, 39.9046
Si, 3.8672, 9.5708, 39.9046
Si, 7.7343, 9.5708, 39.9046
Si, 0, 0, 4.8337
Si, 3.8672, 0, 4.8337
Si, 7.7343, 0, 4.8337
Si, 1.9336, 1.3673, 4.8337
Si, 5.8008, 1.3673, 4.8337
Si, 9.6679, 1.3673, 4.8337
Si, 0, 5.469, 4.8337
Si, 3.8672, 5.469, 4.8337
Si, 7.7343, 5.469, 4.8337
Si, 1.9336, 6.8362, 4.8337
Si, 5.8008, 6.8362, 4.8337
Si, 9.6679, 6.8362, 4.8337
Si, 1.9336, 2.7345, 2.9001
Si, 5.8008, 2.7345, 2.9001
Si, 9.6679, 2.7345, 2.9001
Si, 0, 4.1018, 2.9001
Si, 3.8672, 4.1018, 2.9001
Si, 7.7343, 4.1018, 2.9001
Si, 1.9336, 8.2035, 2.9001
Si, 5.8008, 8.2035, 2.9001
Si, 9.6679, 8.2035, 2.9001
Si, 0, 9.5708, 2.9001
Si, 3.8672, 9.5708, 2.9001
Si, 7.7343, 9.5708, 2.9001
Si, -2.6347, 1.3893, 26.6856
Si, 6.1479, 2.4304, 23.4968
Si, 3.9825, 2.7165, 25.3087
Si, 6.2326, 2.1617, 30.3952
Si, 11.1125, 1.0157, 24.4503
Si, 9.4397, 2.514, 31.834
Si, 3.0748, 4.7402, 23.5079
Si, 6.9561, 7.6303, 19.8168
Si, 4.3451, 8.7758, 32.7224
Si, -3.4059, 4.675, 31.8892
Si, 8.1814, 11.8346, 30.6081
Si, 7.4111, 10.7133, 28.5966
Si, -3.7793, -0.9758, 31.9841
Si, 6.1133, 4.4415, 30.6934
Si, 11.772, 4.9986, 31.6311
Si, 1.3517, 1.0157, 30.8173
Si, -0.1897, 2.8761, 30.598
Si, 9.8267, 6.2734, 30.9944
Si, -1.011, 3.2686, 28.3658
Si, 7.2069, 10.6857, 22.8215
Si, 12.0385, 9.709, 31.9891
Si, 5.5392, 10.132, 31.251
Si, 5.1576, 12.2419, 32.2022
Si, 3.3864, 8.9569, 24.6043
Si, 0.1463, 0.016, 34.0236
Si, 3.978, -0.347, 34.341
Si, 7.8592, -0.0278, 34.1339
Si, 2.1698, 1.2223, 34.231
Si, 5.8452, 1.1412, 34.3697
Si, 9.763, 1.3985, 33.9683
Si, -0.0915, 5.498, 33.992
Si, 3.8464, 5.4469, 34.1305
Si, 7.6905, 5.7359, 33.97
Si, 1.8775, 6.7798, 34.1109
Si, 5.6022, 7.0347, 34.0123
Si, 9.6809, 7.0662, 34.0859
Si, 1.9646, 2.7225, 36.0422
Si, 5.8368, 2.7763, 36.0561
Si, 9.6771, 2.7573, 35.9568
Si, 0.0075, 4.1045, 35.9618
Si, 3.8835, 4.0845, 36.0492
Si, 7.7423, 4.21, 35.9165
Si, 1.9163, 8.1581, 36.0448
Si, 5.8638, 8.1726, 36.0666
Si, 9.7403, 8.2525, 36.0922
Si, 0.0555, 9.6175, 36.0146
Si, 3.8878, 9.3886, 36.2585
Si, 7.7974, 9.5562, 36.0566
Si, 0, 0, 37.971
Si, 3.8672, 0, 37.971
Si, 7.7343, 0, 37.971
Si, 1.9336, 1.3673, 37.971
Si, 5.8008, 1.3673, 37.971
Si, 9.6679, 1.3673, 37.971
Si, 0, 5.469, 37.971
Si, 3.8672, 5.469, 37.971
Si, 7.7343, 5.469, 37.971
Si, 1.9336, 6.8362, 37.971
Si, 5.8008, 6.8362, 37.971
Si, 9.6679, 6.8362, 37.971
Si, 1.8915, 2.755, 6.7316
Si, 5.7829, 2.7387, 6.7841
Si, 9.6421, 2.711, 6.7983
Si, -0.0484, 4.1217, 6.73
Si, 3.8309, 4.0864, 6.7414
Si, 7.7333, 4.1037, 6.8095
Si, 1.9128, 8.2313, 6.7617
Si, 5.7839, 8.1857, 6.7383
Si, 9.6255, 8.213, 6.7791
Si, -0.0386, 9.5732, 6.7861
Si, 3.8637, 9.5406, 6.7211
Si, 7.6967, 9.5674, 6.7807
Si, -0.0257, -0.0141, 8.7398
Si, 3.8427, -0.0773, 8.653
Si, 7.6748, -0.0383, 8.7516
Si, 1.9408, 1.2831, 8.5655
Si, 5.7512, 1.3501, 8.7154
Si, 9.6034, 1.304, 8.7345
Si, -0.0332, 5.6341, 8.5382
Si, 3.7769, 5.4576, 8.6528
Si, 7.7233, 5.4736, 8.7748
Si, 1.9141, 6.9371, 8.7357
Si, 5.7561, 6.7246, 8.587
Si, 9.6025, 6.9727, 8.799
Si, -2.0215, 2.8197, 10.5315
Si, 5.533, 0.2426, 12.5149
Si, 11.6093, -1.1534, 10.8326
Si, -3.3963, -0.7956, 16.3033
Si, 0.2064, 8.0756, 21.7171
Si, 6.109, 7.7537, 15.3555
Si, 5.7013, 2.7435, 10.6524
Si, 10.5719, 13.6152, 12.6543
Si, 9.4352, 6.7864, 17.8476
Si, 5.7375, 8.0854, 10.4501
Si, 3.7981, 5.4866, 12.5035
Si, 9.794, 6.5614, 12.3914
Si, 2.2591, -5.1964, 30.855
Si, 1.6117, -4.3878, 12.6442
Si, 7.6147, -4.3158, 22.605
Si, -0.0042, 3.9469, 10.104
Si, 1.8177, -2.7566, 10.8052
Si, 15.2183, 3.813, 15.0309
Si, 0.2497, 2.3629, 17.1158
Si, 6.0345, 0.8113, 17.8106
Si, 7.6308, 4.1236, 10.7599
Si, 7.5245, 9.5709, 10.7376
Si, 10.5097, 9.1142, 16.388
Si, 14.8567, 8.5186, 21.3881
O, -0.4263, 17.2801, 27.9895
O, 0.5655, -6.9638, 17.0716
O, 15.5268, 2.2409, 15.2276
O, 25.3616, 8.0746, 25.2346
O, 6.1054, 24.3147, 17.7138
O, 30.1415, -5.6701, 22.068
O, 21.6343, 1.819, 27.8522
O, 28.3634, 15.7551, 20.1448
O, 0.0345, 24.3443, 23.9596
O, 4.6386, 7.444, 16.0955
O, 8.1933, 21.9182, 27.1622
O, 30.1915, 31.5678, 24.0793
O, 26.3705, -0.5002, 25.2467
O, 11.9578, 24.5622, 21.2213
O, 13.563, 5.3054, 27.4691
O, 28.151, 44.0274, 16.7289
O, 25.3291, -18.2718, 22.8357
O, 14.1965, 23.8819, 25.6835
O, 25.873, 35.763, 28.7222
O, 10.7391, -24.4442, 14.9382
O, 20.1836, 32.2844, 22.0195
O, -9.4876, 11.3346, 27.6194
O, 0.3821, 17.0246, 25.469
O, 29.8409, 14.546, 24.5648
Si, 22.906, 17.9794, 14.149
Si, 12.0425, 22.659, 12.4184
Si, 6.4345, 19.3143, 24.8452
Si, 2.1079, 11.4287, 25.9882
Si, 14.3423, 12.2015, 28.897
Si, -1.9575, -2.5632, 10.8169
Si, -3.9315, 16.5243, 12.6887
Si, -0.1275, 26.7882, 12.146
Si, -7.7573, 31.3322, 10.5815
Si, 7.3254, 18.7389, 27.8225
Si, -1.973, 4.1231, 19.3843
Si, -7.3774, 22.5102, 15.32
Si, -15.8847, 14.3821, 17.3674
Si, 17.4356, 5.3484, 28.5044
Si, 17.3106, 6.9054, 12.4587
Si, 5.4151, 10.2308, 20.2954
Si, 9.8119, 8.4215, 32.055
Si, 14.3536, 4.6275, 28.7319
Si, 6.5633, 25.3033, 26.2129
Si, 3.8923, 15.3539, 31.979
Si, 22.6079, 13.1766, 19.9655
Si, -19.4137, 6.2194, 16.8134
Si, -7.8457, -6.8461, 10.5766
Si, 16.7388, 11.4419, 29.1875
Si, 12.8184, 7.0198, 24.4197
Si, 16.5452, 28.284, 19.7483
Si, 14.5719, 45.8844, 32.2164
Si, 9.7286, 16.9573, 28.7116
Si, 2.2226, 7.914, 32.0631
Si, 12.1329, 36.1646, 22.6925
Si, 21.7486, 10.6968, 21.7132
Si, 1.2566, 32.9164, 15.4705
Si, 32.3818, -9.0423, 15.4255
Si, -1.358, 16.5667, 21.9329
Si, 5.5954, 4.4735, 21.6733
Si, 1.1542, 26.939, 15.9887
Si, 13.5129, 24.4804, 10.4586
Si, -4.1476, 27.764, 15.7206
Si, 0.4337, 16.3474, 26.958
O, 7.6669, 16.0133, 14.2998
O, 13.3866, 12.493, 11.7865
O, 13.8532, 6.1267, 23.536
O, 9.38, -6.2272, 20.8972
O, 27.0684, 9.7395, 20.4842
O, -10.276, 45.3107, 16.2137
O, 7.2408, 12.1781, 23.4829
O, 19.4589, 24.4342, 26.6028
O, 16.8681, 43.9844, 14.1269
O, -1.3736, 11.828, 20.5241
O, -11.3194, 7.8549, 23.3576
O, 26.7722, 4.268, 24.9912
O, -5.9763, 12.7399, 12.0292
O, -18.9875, 10.4483, 11.8733
O, -2.212, 37.2092, 28.5613
O, 32.3869, 17.2769, 22.9519
O, -4.6488, 32.3267, 12.0722
O, -45.7417, 0.1833, 13.944
O, 23.8103, 11.21, 25.402
O, 27.248, 6.4015, 18.4002
O, 11.8616, 21.0409, 16.4095
O, 18.1948, 37.57, 27.1487
O, 34.3146, 61.4227, 21.0971
O, 7.5211, 7.6936, 21.3698
O, 8.6411, -4.0748, 27.8578
O, 37.6513, 10.6615, 15.302
O, -6.9422, -8.9714, 24.0106
O, -16.3742, -6.0054, 16.916
O, 22.4886, 43.909, 23.1011
O, -11.6989, -26.9981, 15.2724
O, 19.6442, 35.6694, 16.0427
O, 19.7899, -3.6196, 18.7816
O, -5.6332, 13.8573, 21.9479
O, 25.2104, 4.1458, 14.9248
O, 27.418, 4.7276, 16.2601
O, -4.7596, -14.7877, 23.9449
O, 27.4651, 26.2196, 13.6418
O, 23.5381, -9.0807, 18.6694
O, 19.8545, 14.4896, 18.7061
O, 36.4837, 30.1721, 21.0631
O, -1.8849, 44.8927, 25.2721
O, 7.5449, 9.0824, 28.7992
O, 4.8282, -2.5385, 25.0917
O, 27.4684, 37.8414, 28.327
O, 29.1646, -0.3617, 21.7871
O, -17.1562, 6.9748, 28.4124
O, 15.9994, 26.8367, 22.6362
O, -0.7262, 9.3223, 21.2519
O, 2.1496, 39.0532, 16.5915
O, 43.4079, 55.0645, 15.1921
O, 7.1241, 8.2908, 26.2978
O, 10.5301, 18.9381, 17.6244
O, -0.3287, -17.1484, 22.8014
O, 10.3825, 23.8423, 16.5284
O, 17.352, -13.9039, 13.7651
O, -1.4927, 49.194, 18.4978
O, 7.0319, -12.8153, 15.825
O, -16.8439, 9.1289, 19.5383
O, 40.2724, 11.5128, 19.3164
O, 28.3227, 2.6657, 26.4989
O, 15.6971, 39.993, 20.9508
O, 7.4934, 11.0071, 17.543
O, -14.3219, 39.2403, 16.3436
O, -43.0184, 8.9235, 22.9695
O, 11.4499, 14.8101, 27.0704
O, 21.221, 46.2254, 13.9861

Results
free energy: -175137.405 eV
free energy less fixed offsets of O -568.88, Si -635.61 eV per atom: 5.745 eV

Forces (eV/angstrom), in the order of the atoms: element, x, y, z
Si, 0.0029, 0.0754, -0.002
Si, -0.0104, -0.0512, 0.0235
Si, 0.0066, 0.05, 0.0103
Si, 0.0172, -0.0095, 0.001
Si, -0.005, -0.0236, 0.0198
Si, -0.0065, -0.0932, -0.0104
Si, -0.0118, 0.022, -0.0415
Si, 0.0086, 0.0298, -0.0115
Si, 0.0023, 0.0905, -0.0012
Si, 0.0017, -0.0547, 0.0027
Si, -0.0143, -0.0208, -0.0108
Si, 0.0091, -0.0445, 0.0043
Si, 0.0182, 0.0045, 0.0101
Si, -0.0211, -0.0116, 0.0256
Si, 0.0179, 0.0879, 0.0211
Si, -0.0114, -0.1095, -0.082
Si, -0.0032, -0.0229, 0.0219
Si, 0.0674, -0.1322, -0.0627
Si, 0.0223, 0.0836, -0.0463
Si, -0.0015, 0.0498, -0.0209
Si, 0.0167, 0.0275, 0.0162
Si, -0.0213, -0.086, 0.0014
Si, 0.0331, 0.1461, 0.1311
Si, -0.0042, -0.0457, 0.0008
Si, -0.0436, 0.0264, 0.0996
Si, 0.0493, 0.0893, -0.0961
Si, -0.0694, 0.0372, 0.114
Si, -0.0885, -0.0268, -0.1684
Si, 0.0123, 0.0429, 0.0425
Si, 0.003, -0.017, 0.0924
Si, -0.0695, 0.038, -0.4199
Si, 0.002, 0.0546, -0.1012
Si, 0.0022, -0.0186, 0.1864
Si, -0.04, -0.0606, 0.1198
Si, 0.0274, -0.1652, -0.2246
Si, -0.041, -0.0336, 0.1229
Si, -0.0121, -0.0129, -0.0285
Si, -0.0022, 0.0402, 0.0142
Si, -0.006, 0.0768, -0.0098
Si, -0.0012, 0.0315, -0.0464
Si, -0.0163, -0.0222, -0.0124
Si, -0.0054, -0.0991, 0.0236
Si, -0.0066, 0.0579, 0.0063
Si, -0.0007, 0.0125, 0.0026
Si, -0.018, 0.0597, 0.0176
Si, -0.0061, -0.0782, 0.0126
Si, -0.0084, 0.036, -0.0096
Si, -0.0107, -0.0627, 0.0097
Si, -0.001, -0.0064, -0.0049
Si, 0.0003, 0, 0.0041
Si, 0.0003, 0.0004, -0.0016
Si, 0.0108, -0.0201, -0.0003
Si, -0.0016, 0.0076, 0.0027
Si, -0.0114, -0.0024, -0.0018
Si, 0.005, -0.003, -0.0044
Si, 0.0041, 0.0035, 0.0072
Si, -0.0006, -0.0095, -0.0073
Si, 0.007, -0.0066, 0.0013
Si, 0.0093, 0.0177, 0.0134
Si, 0.0007, 0.0109, 0.0086
Si, -0.005, 0.0011, -0.0043
Si, 0.001, 0.0094, -0.0019
Si, -0.0136, -0.0005, -0.0004
Si, -0.0018, 0.0008, -0.0005
Si, 0.0018, 0.0003, -0.002
Si, 0.0047, -0.0041, 0.0002
Si, -0.0018, 0, 0.0091
Si, 0.0018, -0.0004, 0.0048
Si, -0.0013, 0.0006, 0.0034
Si, -0.0044, -0.025, 0.0029
Si, -0.0157, 0.0057, 0.0073
Si, 0.0014, 0.001, 0.0032
Si, -0.001, 0.0077, 0.0019
Si, -0.0001, 0.0127, -0.01
Si, 0.002, 0.0061, 0.007
Si, -0.0018, -0.001, 0.0017
Si, 0.0038, 0.0046, 0.0076
Si, 0.0033, -0.0027, -0.0004
Si, -0.0055, -0.003, 0.0076
Si, -0.0004, 0.0007, 0.001
Si, -0.002, 0.0022, 0.0044
Si, 0.0064, 0.001, -0.0077
Si, 0.0002, 0.0056, 0.0002
Si, -0.0009, -0.0008, 0.0041
Si, -0.0002, 0.0006, 0.0028
Si, 0.0006, -0.0021, 0.0018
Si, 0.0004, 0.0017, 0.0013
Si, -0.0003, -0.0005, 0.0007
Si, 0.0007, -0.0016, 0.0042
Si, -0.0016, -0.001, 0.005
Si, -0.0038, 0.0018, 0.0025
Si, -0.0011, -0.0015, 0.0036
Si, 0.0004, -0.0001, 0.0024
Si, -0.0018, 0.0011, 0.0046
Si, 0.0081, -0.0032, 0.0055
Si, -0.0009, -0.0014, 0.0012
Si, 0.1375, 0.2042, -0.08
Si, -0.0622, 0.1149, 0.4756
Si, -0.0004, 0.0675, 0.0194
Si, -0.0935, 0.0217, 0.1581
Si, 0.1502, 0.1183, 0.0102
Si, -0.1172, 0.1727, -0.4242
Si, 0.0565, -0.1054, -0.2522
Si, 0.0121, 0.0734, -0.0501
Si, -0.0093, -0.0114, -0.2623
Si, -0.2314, -0.2979, 0.1307
Si, 0.2288, -0.3111, 0.1647
Si, 0.1434, -0.1071, 0.0823
Si, 0.0009, 0.0024, 0.0015
Si, 0, 0.0035, -0.0013
Si, -0.0002, 0.0023, 0.0013
Si, 0.0011, -0.0001, -0.0023
Si, 0.0009, 0.0007, 0.0015
Si, 0.0002, -0.0017, 0.0031
Si, 0.0018, 0, 0.0001
Si, 0, -0.002, 0.0017
Si, -0.0011, 0.0008, 0.0021
Si, 0.0002, -0.0008, 0
Si, -0.0003, -0.001, -0.0033
Si, 0, -0.0012, -0.0003
Si, 0.0013, 0.0011, 0.0023
Si, 0.0015, 0.0004, 0.0018
Si, -0.0001, 0.0025, -0.001
Si, -0.0047, -0.0028, -0.0036
Si, 0.0012, -0.0019, -0.0024
Si, -0.0005, 0.0009, 0.0009
Si, -0.0047, -0.0004, -0.0022
Si, -0.0011, 0.0013, -0.0019
Si, 0.0008, -0.0011, 0.0009
Si, 0.0065, 0.0015, 0.0015
Si, -0.0031, -0.0001, 0.0002
Si, 0.0012, -0.0006, 0.0014
Si, 0.0067, -0.0008, -0.0046
Si, -0.0023, 0.0004, 0.0007
Si, -0.0011, 0.0027, -0.0019
Si, 0.0048, 0.0071, 0.0047
Si, -0.0002, 0.0007, 0.005
Si, -0.0012, -0.0006, 0.0038
Si, 0.0002, 0.0002, 0.0055
Si, -0.0114, 0.0004, 0.0149
Si, -0.002, -0.0047, 0.0035
Si, 0.0026, -0.0023, -0.0073
Si, -0.0061, -0.006, 0.0035
Si, -0.0184, 0.0039, -0.0175
Si, 0.0111, 0.0095, 0.0061
Si, -0.0087, -0.0013, -0.0034
Si, -0.0013, 0.0006, 0.0067
Si, -0.0057, -0.0063, -0.0078
Si, -0.0009, -0.005, -0.001
Si, -0.0001, -0.0038, 0.0016
Si, 0.0024, -0.0011, -0.0036
Si, -0.0014, 0.0023, -0.0033
Si, -0.0011, 0.0026, -0.0065
Si, -0.0013, -0.0014, 0.0049
Si, -0.0013, 0.0083, -0.0048
Si, 0.0001, 0.0025, 0.0033
O, 0.0017, 0.0016, 0.0014
O, -0.0011, 0.0015, 0.0032
O, 0, 0.0009, 0.0014
O, -0.0001, 0.0012, 0.0015
O, 0.0001, 0.0001, 0.0014
O, -0.0168, -0.008, -0.0064
O, -0.001, -0.001, -0.0019
O, -0.0001, 0.005, 0.01
O, -0.0018, -0.0115, 0.0028
O, 0.0039, 0.0029, 0.0002
O, 0.0055, 0.0073, -0.0034
O, -0.0004, -0.0006, -0.001
O, 0.001, -0.0014, -0.0004
O, 0.0013, 0.0017, 0.0015
O, 0.0011, 0.0022, -0.0022
O, 0.0024, 0.0002, 0.0034
O, 0.0067, 0.0081, 0.0046
O, -0.0002, 0.0052, 0.0009
O, 0.0033, 0.009, 0.0004
O, 0.0008, -0.0037, 0.0058
O, 0.0008, 0.0023, 0
O, -0.0015, 0.0001, 0.003
O, 0.001, 0.0002, 0.0037
O, -0.0001, -0.0008, 0.0042
Si, 0.0187, -0.0026, 0.0067
Si, 0.0066, -0.0054, 0.0035
Si, -0.0038, -0.0038, 0.0005
Si, -0.0014, -0.0019, 0.003
Si, -0.001, -0.0107, 0.0077
Si, 0.0031, -0.0059, 0.0022
Si, 0.0125, 0.0036, 0.0033
Si, 0.0148, 0.0097, 0.0095
Si, 0.001, 0.0016, 0.0052
Si, -0.0026, -0.0085, -0.0034
Si, 0.0001, -0.0002, 0.0048
Si, -0.0005, 0.0029, -0.0021
Si, 0.0002, -0.0037, -0.0002
Si, 0.002, 0.0076, 0.0039
Si, -0.0058, 0.0042, -0.0029
Si, -0.0013, 0.002, 0.0003
Si, 0.0008, 0.0005, -0.0007
Si, 0.0027, 0.005, 0.0055
Si, 0.0029, 0.0027, 0.0015
Si, -0.0064, 0.0014, 0.0037
Si, 0.0003, 0.0005, 0.0021
Si, 0.0004, -0.0025, -0.0028
Si, 0.0025, 0.0048, -0.0032
Si, -0.0091, 0.0042, 0.0099
Si, 0.0004, 0.0028, 0.003
Si, -0.0032, -0.0022, 0.0022
Si, 0.0103, -0.0035, 0.003
Si, -0.0027, 0.0012, 0.0087
Si, 0.0067, -0.0087, 0.0013
Si, -0.0004, 0.0013, 0.0027
Si, -0.0004, 0.0035, 0.0032
Si, 0.0031, 0.0035, -0.0017
Si, 0.0039, 0.0014, -0.0017
Si, 0.0015, -0.0002, 0.003
Si, -0.0043, 0.0104, 0.0151
Si, 0.0028, -0.0031, -0.0008
Si, -0.0048, 0.0024, 0.0106
Si, -0.0035, -0.0001, 0.0017
Si, -0.0045, -0.0007, -0.0006
O, -0.0013, -0.0026, 0.003
O, 0, 0.0015, -0.0061
O, 0.0011, -0.0019, 0.0006
O, 0.0008, 0.0018, -0.0005
O, 0.0007, 0.0002, 0.001
O, -0.0019, -0.0001, 0.0014
O, -0.0001, -0.0006, 0.001
O, 0.0011, -0.0023, 0.002
O, 0.0015, -0.0006, 0.001
O, 0.0006, -0.0011, 0.0034
O, 0.0004, 0.001, 0.0014
O, -0.002, 0.002, -0.0022
O, -0.0001, -0.0007, -0.0002
O, -0.0017, -0.0001, -0.0021
O, 0.002, 0.0032, 0.0007
O, -0.0021, 0.0012, -0.0004
O, 0.0034, 0, -0.0028
O, -0.0012, 0.0032, -0.0021
O, -0.0048, 0.0038, -0.0007
O, 0.0007, -0.0005, 0.0007
O, -0.0022, -0.0045, 0.0029
O, -0.0005, -0.0003, -0.0003
O, -0.001, 0.0001, 0.0004
O, -0.0021, -0.0014, -0.0036
O, -0.0046, 0.0039, 0.0012
O, -0.0004, -0.0011, 0.0016
O, -0.0012, 0.0004, 0.002
O, 0.0001, 0.0041, 0.0008
O, -0.0015, 0.004, 0.0026
O, -0.005, 0.0042, 0.0065
O, -0.0005, 0.001, 0.0018
O, -0.0013, 0.0027, 0.0018
O, -0.0018, 0.0069, 0.0014
O, -0.0011, 0.0016, -0.0007
O, 0.0002, 0.0023, 0.0025
O, 0, 0.0076, 0.0018
O, 0.0022, 0.0027, 0.0001
O, -0.0001, 0.0006, 0.0009
O, 0.0011, 0.0016, 0.001
O, -0.0004, 0.0009, 0.001
O, 0.0032, 0.0069, 0.0088
O, 0.0002, 0.0014, -0.0047
O, 0.0094, 0.0005, 0.0002
O, -0.0062, -0.0035, 0.003
O, -0.0001, 0, 0.0008
O, 0.0031, 0, -0.0042
O, 0.0085, -0.0056, -0.0047
O, -0.0011, 0.0019, 0.0013
O, 0.0011, 0.0026, 0.0028
O, -0.0027, -0.0007, -0.0003
O, -0.0006, -0.0056, 0.0042
O, 0.0046, -0.0008, -0.0004
O, 0.0011, -0.0014, 0.0001
O, 0.0001, 0.0001, 0.0016
O, 0.0009, 0.0004, 0.004
O, -0.0002, 0.0029, -0.0004
O, -0.0046, -0.001, 0.0003
O, 0.0018, -0.0029, 0.0002
O, -0.0001, -0.0003, 0.0023
O, -0.0016, 0.0006, 0.0038
O, 0.0018, -0.0011, 0.0006
O, 0.0012, -0.0028, -0.0028
O, 0.003, 0.0002, 0.0009
O, 0.0002, 0.0005, 0.0002
O, 0.002, 0.0018, -0.0004
O, 0.0074, 0.0007, -0.0062

The program warned: the cutoff lies below the one the program advises for these potential files; the exchange-correlation potential is rough where the density is thin.
